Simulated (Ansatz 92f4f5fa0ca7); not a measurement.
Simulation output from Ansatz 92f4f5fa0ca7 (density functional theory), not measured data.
Periodic cell of 215 atoms, Si132O82P1, from a study of silicon, its oxide and their interface. The atomic structure is a simulated model.
Doubt: the cutoff is far below the 930 eV that the study's wrapper takes by default for these files, so forces and energies are approximate.
This geometry differs little from another in the collection (a relaxation step or a small displacement).

Settings
functional: PBE
potential files: Ansatz PAW
basis: plane waves
wave-function cutoff: 580 eV
density cutoff ratio: 5
exchange-correlation grid ratio: 1
k mesh: 1 x 1 x 1, Gamma-centred
self-consistency stop: 5e-08 eV per atom in the density residual
occupations: fixed
spin: none
net charge: +1 e, with a uniform compensating background and no finite-size correction

Cell vectors (angstrom)
a 10.938 0 0
b 0 10.938 0
c 0 0 31.5432

Atoms: element, x, y, z (angstrom)
Si 10.4447 0.5721 24.3402
Si 6.0408 10.5051 24.1362
Si 2.1349 3.2446 24.0689
Si 8.6955 2.258 24.3078
Si 0.5081 5.0507 24.1475
Si 5.0606 5.8871 24.1946
Si 3.3973 7.656 24.1648
Si 7.8276 8.8341 23.9716
Si 1.3493 1.482 25.4515
Si 6.9167 1.2966 25.4972
Si 4.0276 4.0966 25.3193
Si 9.6932 4.093 25.4244
Si 1.4993 6.7921 25.3782
Si 6.9016 6.97 25.243
Si 4.2339 9.5355 25.3414
Si 9.5054 9.6408 25.4396
Si 2.7769 0.0008 26.6331
Si 8.2209 -0.02 26.9461
Si 0.022 2.7589 26.9179
Si 5.4535 2.7376 26.6562
Si 2.7696 5.4318 26.8392
Si 8.2347 5.5248 26.6253
Si 0.0353 8.2102 26.6505
Si 5.5497 8.1992 26.7934
Si 4.1089 1.3665 28.0694
Si 9.5954 1.3697 28.2425
Si 1.3904 4.1232 28.2265
Si 6.8399 4.1361 28.0346
Si 4.1613 6.8211 28.1443
P 9.5973 6.8495 28.0516
Si 1.3917 9.5877 28.0592
Si 6.8514 9.5315 28.2293
Si 0.0561 -0.0153 29.5292
Si 5.449 0.0096 29.4968
Si 2.7663 2.7102 29.5304
Si 8.1688 2.7664 29.4753
Si -0.0212 5.5122 29.4979
Si 5.5036 5.4457 29.5056
Si 2.7584 8.2183 29.4443
Si 8.2595 8.1573 29.5312
Si 1.3992 1.3573 30.9101
Si 6.8137 1.3808 30.8413
Si 4.1276 4.0841 30.8872
Si 9.5307 4.1278 30.8407
Si 1.3692 6.8847 30.827
Si 6.8748 6.7836 30.895
Si 4.091 9.5801 30.849
Si 9.6271 9.544 30.8921
Si 2.7513 -0.0287 0.7279
Si 8.1748 -0.0067 0.6512
Si -0.0228 2.7583 0.6627
Si 5.4782 2.7083 0.7192
Si 2.7057 5.4738 0.653
Si 8.2182 5.4319 0.7499
Si 0.0389 8.1815 0.7331
Si 5.4757 8.2179 0.658
Si 4.1193 1.334 2.085
Si 9.5242 1.3791 2.0136
Si 1.3197 4.1353 2.0458
Si 6.8473 4.0466 2.0967
Si 4.0735 6.8613 2.0087
Si 9.6079 6.7995 2.0858
Si 1.3898 9.5512 2.1011
Si 6.8265 9.5714 2.0603
Si -0.0541 -0.0032 3.3429
Si 5.4712 -0.0245 3.5034
Si 2.6876 2.7246 3.3385
Si 8.1915 2.6754 3.5106
Si -0.0127 5.4565 3.5378
Si 5.44 5.4729 3.3244
Si 2.7533 8.1885 3.4978
Si 8.2228 8.1854 3.3803
Si 1.2841 1.3708 4.6771
Si 6.8406 1.2949 4.9301
Si 4.0524 4.1187 4.6489
Si 9.5313 4.055 4.9079
Si 1.3606 6.8656 4.9067
Si 6.8285 6.8004 4.6843
Si 4.1082 9.557 4.9057
Si 9.5689 9.5702 4.75
Si 2.6107 0.0404 6.1027
Si 8.226 -0.1392 6.2796
Si -0.024 2.645 6.2081
Si 5.3705 2.7666 6.0701
Si 2.749 5.4262 6.151
Si 8.0869 5.4353 6.1808
Si -0.006 8.2989 6.2349
Si 5.5676 8.1462 6.1626
Si 3.4682 1.9388 7.1802
Si 10.0191 0.8257 7.4822
Si 1.7639 3.6549 7.3598
Si 6.2037 4.52 7.3873
Si 4.6368 6.3063 7.2651
Si 9.1641 7.1837 7.3284
Si 0.8911 10.1554 7.5271
Si 7.4123 8.8812 7.5013
O 4.5721 6.6071 8.8862
O 1.3782 3.9736 8.9421
O 9.7513 6.5399 8.7374
O 1.3039 10.1075 9.1497
O 6.0646 4.2123 9.0198
O 3.7032 1.6103 8.7646
O 7.1414 8.9641 9.1443
O 9.6464 1.0746 9.0766
O 8.2423 2.5477 22.757
O 10.9925 5.5634 22.6467
O 5.6196 0.0964 22.6389
O 5.3069 5.4097 22.637
O 2.1558 2.7983 22.4756
O 3.317 7.8489 22.5226
O 8.3878 8.7438 22.409
O -0.1679 11.2184 22.7614
Si 2.1545 2.9677 12.8892
Si 8.68 1.3112 10.367
Si 1.0622 4.4985 15.3435
Si 7.5427 5.5815 12.1964
Si 2.4152 8.1828 21.206
Si 5.4109 7.7883 12.4681
Si 9.2637 0.4515 15.5007
Si 2.9127 -0.0398 16.6553
Si 10.4679 1.1557 12.6095
Si 7.7681 2.8343 21.2329
Si 9.1287 8.7814 14.4612
Si 1.469 4.7733 10.3647
Si 4.4857 9.4855 19.1274
Si 11.0753 6.0995 21.104
Si 6.6158 10.4458 14.8461
Si 5.3895 0.7329 21.1608
Si 2.3432 9.8032 10.388
Si 0.4316 10.6326 21.382
Si 5.8541 5.2577 21.1163
Si 3.637 7.0823 10.1101
Si 9.0429 5.685 14.8366
Si 3.659 4.0884 19.0852
Si 10.0333 3.6594 19.3159
Si 4.256 8.6685 15.3566
Si 0.452 1.9157 17.1547
Si 6.7937 7.5324 19.2364
Si 5.2601 3.6221 16.738
Si 7.7848 5.0084 17.5202
Si 6.6582 9.9253 10.3766
Si 4.3788 1.0479 10.1059
Si -0.0378 9.0869 11.9055
Si 9.1041 8.6328 20.9243
Si 4.5556 1.6656 14.5779
Si 2.4487 2.0855 21.0319
Si 6.3286 3.3375 10.3741
Si 3.4311 5.9175 16.7263
Si 9.8788 6.5359 10.3568
O 0.1241 2.6236 18.59
O 2.9245 9.6334 15.5822
O 10.8635 4.8013 20.1494
O 7.5805 2.4104 9.9277
O 10.9244 5.344 10.8055
O 6.5941 6.7378 12.8577
O 10.3183 8.0608 10.778
O 7.6645 9.4547 13.9975
O 8.4096 6.2086 10.9686
O 5.3644 10.4829 20.0674
O 2.1655 3.7329 11.4298
O 7.9738 8.5481 19.7527
O 6.2092 6.7342 20.5439
O 5.5118 2.7144 15.409
O 1.3018 0.9295 20.7075
O 6.0426 9.0554 11.6192
O 4.6203 4.9885 16.1127
O 6.5949 3.9033 17.6393
O 10.5221 10.6657 11.8148
O 5.5804 0.4953 13.9901
O 8.0222 5.0828 15.9281
O 9.7322 9.8133 15.5845
O -0.3973 5.1519 15.1255
O 1.5742 6.8346 20.8037
O 1.5012 0.6371 17.1806
O 6.6019 1.7698 20.8163
O 1.015 1.7874 12.8339
O 3.2474 5.5019 18.3254
O 9.5297 2.0123 11.5832
O 1.0104 3.0997 16.1836
O 8.5811 5.142 13.3726
O 10.2746 8.5729 13.3121
O 1.4458 9.3989 21.6874
O 10.079 9.9391 20.6087
O 3.1786 0.2078 10.873
O 5.0749 2.3558 10.8267
O 1.739 4.1512 13.915
O 7.913 10.8696 10.8488
O 9.1312 4.4692 18.2377
O 5.6352 9.4955 15.7709
O 5.5292 -0.0344 9.7321
O 3.5943 2.308 13.3941
O 1.9771 5.6414 16.0522
O 9.7128 1.0477 14.0445
O 4.3898 6.9397 11.5311
O 4.7457 4.4882 20.2274
O 9.949 1.3378 16.6567
O 6.6647 4.3177 11.6382
O 5.5823 8.4041 18.5729
O 9.0814 2.7367 20.2787
O 3.6054 1.1355 15.7852
O 4.22 3.0777 17.9065
O 9.9195 7.2217 20.8888
O 3.3434 8.6574 9.8098
O 3.9325 7.4263 16.3715
O 7.6299 0.4792 15.7022
O 8.9176 7.2961 15.0468
O 3.9315 1.4381 21.1441
O 1.59 9.1355 11.6918
O 2.3225 6.1435 10.1585
O 7.352 6.4574 18.1445
O 7.2174 4.3652 21.1312
O 4.5446 8.2392 13.7919
O 3.3442 8.6645 19.9707
O 2.4915 3.2438 19.8713
O 3.7359 10.3666 17.9754

Results
free energy: -131310.790 eV
free energy less fixed offsets of O -568.88, P -755.39, Si -635.61 eV per atom: -6.720 eV

Forces (eV/angstrom), in the order of the atoms: element, x, y, z
Si -0.0037 0.0081 0.0275
Si 0.0068 -0.0056 0.0276
Si 0.0012 0.0072 0.0297
Si 0.0068 -0.0119 0.0292
Si 0.0028 -0.0078 0.027
Si -0.0087 0.0109 0.0299
Si 0.0088 -0.0064 0.0278
Si -0.0088 -0.0007 0.0277
Si -0.0002 -0.0049 -0.0115
Si -0.0037 0.0022 -0.0124
Si -0.0006 0.001 -0.0079
Si -0.0036 0.0087 -0.01
Si -0.002 -0.0007 -0.0084
Si 0.0044 -0.0028 -0.0051
Si -0.0017 -0.0011 -0.0075
Si 0.0027 -0.0056 -0.0126
Si -0.0068 -0.0035 0.0053
Si -0.0016 -0.0046 0.0376
Si 0.0017 -0.0019 0.0355
Si 0.002 0.0041 0.005
Si 0.0046 0.0017 0.0244
Si -0.006 -0.0012 0.0031
Si 0 0.0049 0.0047
Si 0.0007 -0.004 0.0202
Si 0.0003 -0.0043 -0.0047
Si 0.0019 0.0057 -0.0163
Si -0.0084 0.004 -0.0192
Si -0.0023 0.0018 -0.0073
Si 0.001 -0.0003 -0.0187
P 0.0051 0.0043 0.0083
Si 0.0042 0.0017 -0.009
Si 0.0085 0.0073 -0.0201
Si -0.0066 0.003 0.0015
Si 0.0045 -0.0051 0.0037
Si -0.0037 0.0044 0.0005
Si 0.0094 -0.0037 0.0051
Si 0.0003 -0.001 0.0097
Si 0 0.0068 0.0005
Si 0.0005 -0.0049 0.0062
Si -0.0007 -0.0025 0.0052
Si 0.0045 -0.007 -0.0026
Si -0.0048 0.0052 -0.0033
Si 0.0071 -0.0035 -0.002
Si -0.0049 0.004 -0.0037
Si -0.0058 0.005 -0.0029
Si 0.0039 -0.0051 -0.0022
Si -0.0055 0.0053 -0.0043
Si 0.0036 -0.0054 -0.0021
Si 0.0054 -0.0033 0.0023
Si 0.0006 0.0033 0.0002
Si -0.0097 0.0064 -0.001
Si 0.0039 -0.004 0.0025
Si -0.0075 0.0072 -0.0016
Si 0.0063 -0.0016 0.0002
Si 0.0044 -0.0066 0.0009
Si -0.0028 -0.0004 -0.0016
Si -0.0022 0.0017 -0.0093
Si 0.0058 -0.009 -0.0007
Si 0.0046 -0.0045 -0.0017
Si -0.0042 0.0052 -0.0126
Si 0.0079 -0.0057 -0.0019
Si -0.0055 0.0053 -0.0068
Si -0.0051 0.0018 -0.0125
Si 0.0009 -0.0005 -0.003
Si 0.0001 0.0112 0.0132
Si -0.0006 0.0018 0.0028
Si 0.0053 0.0051 0.0263
Si 0.0014 -0.0027 0.005
Si -0.0062 0.0048 0.0041
Si -0.0073 -0.0013 0.0161
Si -0.0015 -0.0018 0.0042
Si 0.0058 -0.0119 0.0163
Si -0.0042 -0.0014 -0.0301
Si 0.0007 -0.0003 0.0003
Si -0.0047 -0.0025 -0.0384
Si 0.0032 0.0008 -0.0021
Si 0.0008 -0.0021 0.0007
Si 0.0009 0.0054 -0.0245
Si 0.0019 -0.0016 0.0007
Si -0.0052 -0.0004 -0.0174
Si 0.008 -0.0048 0.0118
Si -0.0011 0.0025 0.0078
Si -0.0033 0 0.0128
Si 0.0068 -0.0098 0.0089
Si -0.0028 0.0053 0.0125
Si 0.0027 -0.0046 0.0063
Si 0.0041 -0.0034 0.0014
Si -0.0035 0.0015 0.0119
Si -0.0013 0.0044 -0.0133
Si 0.0023 0.0015 -0.0207
Si 0.0034 -0.0036 -0.0251
Si -0.0002 0.0042 -0.0177
Si -0.0013 -0.0001 -0.0182
Si -0.0051 0.0069 -0.0137
Si -0.0063 0.0014 -0.0176
Si 0 0.0015 -0.0235
O -0.0095 0.0075 0.0224
O -0.0051 0.0128 0.0259
O 0.0067 -0.0067 0.0234
O 0.0118 -0.0034 0.0219
O 0.0021 -0.014 0.0277
O 0.0162 -0.0121 0.0339
O -0.0073 0.0121 0.03
O -0.012 0.0049 0.0242
O -0.0124 0.009 -0.035
O -0.0045 0.0117 -0.0303
O -0.0122 0.0168 -0.0307
O 0.0117 -0.0086 -0.0356
O 0.0069 -0.0167 -0.0344
O -0.0133 0.0085 -0.0334
O 0.014 -0.0028 -0.0301
O 0.013 -0.0129 -0.0334
Si -0.0035 0.0016 0.0005
Si -0.0015 -0.0034 -0.0077
Si 0.0031 -0.0045 -0.0028
Si -0.0039 -0.0002 0.0011
Si 0.0028 -0.0079 0.0105
Si 0.0015 0.0006 -0.0021
Si 0.004 0.0054 -0.0044
Si 0.0047 -0.0012 0.0004
Si -0.0009 -0.0024 0.0041
Si -0.0006 -0.0057 0.005
Si 0.0031 -0.0042 -0.0011
Si -0.0013 -0.0048 -0.0076
Si 0.0014 0.002 -0.0017
Si 0.0007 0.0067 0.0047
Si -0.0012 -0.0003 0.0014
Si 0.0048 -0.0072 0.0022
Si -0.0029 0.0078 -0.0033
Si -0.009 0.0049 0.0028
Si 0.0004 0.0004 0.0107
Si 0.0073 -0.0066 -0.0059
Si -0.0052 -0.0023 -0.0018
Si 0.0013 -0.0063 0.0013
Si -0.0031 0.0029 -0.0032
Si 0.0007 -0.0004 -0.0043
Si -0.0012 0.0025 -0.0035
Si 0.0019 0.0034 -0.0051
Si -0.0024 -0.0011 -0.0033
Si 0.0039 0.0043 -0.0026
Si -0.0016 -0.0016 -0.0132
Si -0.0026 0.0052 -0.0116
Si 0.0038 -0.0017 0.0041
Si 0.0037 0.0025 0.0045
Si -0.0043 0.0012 0.0009
Si -0.0088 -0.0002 0.0079
Si 0.001 0.0038 -0.0088
Si 0.0023 -0.0037 -0.0028
Si 0.0004 -0.006 -0.0052
O 0.0052 -0.0064 0.0011
O -0.0004 -0.0019 -0.0017
O -0.0048 -0.0142 -0.0021
O 0.0005 0.0012 0.0011
O -0.0023 0.0008 -0.0062
O 0.0012 0.0004 -0.0066
O 0.0042 0.0094 -0.0019
O -0.0003 0.0008 -0.0028
O -0.0093 -0.0049 0.0007
O -0.0057 -0.0096 0.0015
O 0.0035 -0.0078 0.0054
O -0.0108 -0.0039 -0.0017
O 0.0036 0.0066 0.001
O 0 -0.0006 -0.0002
O 0.0036 0.0031 0.0067
O -0.007 -0.0093 0.0014
O -0.0016 0.0022 0.0016
O -0.0034 -0.0022 0.0044
O -0.0005 0.0049 -0.0039
O 0.0007 0.0002 -0.0027
O 0.0025 0.0005 -0.0029
O -0.0001 -0.0011 0.0025
O 0.0009 0.0007 0.0003
O -0.0004 -0.001 0.0069
O 0.0002 0 0.0039
O 0.0002 0.0009 0.0091
O -0.002 -0.0018 -0.0044
O -0.0006 0.005 0.0002
O 0.0067 0.0001 -0.0005
O 0.0001 0.0033 0.0012
O 0.0036 0.001 0.003
O -0.0064 0.0006 0.0048
O 0.0009 -0.0002 0.0041
O -0.0037 -0.0036 0.0061
O -0.001 -0.0025 -0.0056
O 0.0012 -0.0021 -0.008
O -0.0026 0.0028 0.0031
O -0.0008 0.0036 -0.0075
O -0.0063 0.0038 0.0002
O 0.0013 0.0003 0.0029
O 0.0007 0.0027 0.0017
O 0.0029 -0.0014 -0.0018
O -0.0024 -0.0001 -0.0003
O -0.0019 -0.0018 0.0038
O 0.0087 0.0025 0.0047
O -0.0126 -0.0056 -0.0038
O -0.0017 -0.0032 0.0031
O 0.0047 0.0081 -0.0011
O -0.0013 0.0008 0.0049
O 0.0116 0.0044 -0.0024
O 0.0009 0.0001 0.001
O 0.0054 0.0015 -0.002
O -0.0009 0.0002 0.0075
O -0.0018 0.0017 -0.0036
O -0.0007 0.001 0.0016
O 0.0002 -0.0009 0.002
O 0 0.0006 0.0005
O 0.0036 0.0002 0.0085
O -0.0086 -0.002 -0.0009
O -0.0007 0 -0.0045
O 0.0028 -0.0079 0.0002
O -0.0019 0.0034 0.0072
O -0.0033 0.0026 0.0043
O 0.0124 0.0071 -0.005
O 0.0053 0.0124 -0.0027
O -0.0065 0.0032 -0.0038

The program warned: the cutoff lies below the one the program advises for these potential files; the exchange-correlation potential is rough where the density is thin.
